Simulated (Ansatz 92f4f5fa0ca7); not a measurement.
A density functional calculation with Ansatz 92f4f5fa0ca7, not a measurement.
Periodic cell of 219 atoms, Si133O78N8, from a study of silicon, its oxide and their interface. The atomic structure is a simulated model.
Doubt: the cutoff is far below the 930 eV that the study's wrapper takes by default for these files, so forces and energies are approximate.
This geometry differs little from another in the collection (a relaxation step or a small displacement).

Settings
functional: PBE
potential files: Ansatz PAW
basis: plane waves
wave-function cutoff: 580 eV
density cutoff ratio: 5
exchange-correlation grid ratio: 1
k mesh: 1 x 1 x 1, Gamma-centred
self-consistency stop: 5e-08 eV per atom in the density residual
occupations: fixed
spin: none
net charge: 0

Cell vectors (angstrom)
a, 10.938, 0, 0
b, 0, 10.938, 0
c, 0, 0, 31.4

Atoms: element, x, y, z (angstrom)
Si, -0.1252, 0.4224, 24.0983
Si, 5.7345, -0.3489, 24.0779
Si, 2.6496, 2.908, 24.2125
Si, 8.3405, 2.4276, 23.9012
Si, 0.2523, 4.9856, 23.7412
Si, 5.2217, 5.7085, 23.8306
Si, 2.9478, 8.1021, 23.7356
Si, 8.0247, 8.3869, 23.9126
Si, 1.3811, 1.4475, 25.5227
Si, 6.9006, 1.2471, 25.3226
Si, 4.1591, 4.2368, 25.3234
Si, 9.5082, 4.0783, 25.1819
Si, 1.3468, 6.8011, 24.9799
Si, 6.8634, 6.7834, 25.1756
Si, 4.0156, 9.5552, 25.2544
Si, 9.5801, 9.6249, 25.1648
Si, 2.7475, -0.0267, 26.6816
Si, 8.2751, -0.0329, 26.6807
Si, -0.0709, 2.8133, 26.6956
Si, 5.5037, 2.7237, 26.5984
Si, 2.6717, 5.5259, 26.5984
Si, 8.2072, 5.4534, 26.5995
Si, 0.0169, 8.1783, 26.4944
Si, 5.4811, 8.1711, 26.5803
Si, 4.1018, 1.3673, 27.9817
Si, 9.5708, 1.3673, 27.9817
Si, 1.3673, 4.1018, 27.9817
Si, 6.8362, 4.1018, 27.9817
Si, 4.1018, 6.8362, 27.9817
Si, 9.5708, 6.8362, 27.9817
Si, 1.3673, 9.5708, 27.9817
Si, 6.8362, 9.5708, 27.9817
Si, 0, 0, 29.349
Si, 5.469, 0, 29.349
Si, 2.7345, 2.7345, 29.349
Si, 8.2035, 2.7345, 29.349
Si, 0, 5.469, 29.349
Si, 5.469, 5.469, 29.349
Si, 2.7345, 8.2035, 29.349
Si, 8.2035, 8.2035, 29.349
Si, 1.3673, 1.3673, 30.7162
Si, 6.8362, 1.3673, 30.7162
Si, 4.1018, 4.1018, 30.7162
Si, 9.5708, 4.1018, 30.7162
Si, 1.3673, 6.8362, 30.7162
Si, 6.8362, 6.8362, 30.7162
Si, 4.1018, 9.5708, 30.7162
Si, 9.5708, 9.5708, 30.7162
Si, 2.7345, 0, 0.6835
Si, 8.2035, 0, 0.6835
Si, 0, 2.7345, 0.6835
Si, 5.469, 2.7345, 0.6835
Si, 2.7345, 5.469, 0.6835
Si, 8.2035, 5.469, 0.6835
Si, 0, 8.2035, 0.6835
Si, 5.469, 8.2035, 0.6835
Si, 4.1018, 1.3673, 2.0507
Si, 9.5708, 1.3673, 2.0507
Si, 1.3673, 4.1018, 2.0507
Si, 6.8362, 4.1018, 2.0507
Si, 4.1018, 6.8362, 2.0507
Si, 9.5708, 6.8362, 2.0507
Si, 1.3673, 9.5708, 2.0507
Si, 6.8362, 9.5708, 2.0507
Si, 0, 0, 3.418
Si, 5.469, 0, 3.418
Si, 2.7345, 2.7345, 3.418
Si, 8.2035, 2.7345, 3.418
Si, 0, 5.469, 3.418
Si, 5.469, 5.469, 3.418
Si, 2.7345, 8.2035, 3.418
Si, 8.2035, 8.2035, 3.418
Si, 1.2922, 1.4003, 4.8041
Si, 6.8714, 1.3437, 4.6478
Si, 4.0121, 4.1481, 4.8
Si, 9.5476, 4.1211, 4.7699
Si, 1.471, 6.7742, 4.8803
Si, 6.8337, 6.8908, 4.7904
Si, 4.1292, 9.4777, 4.7961
Si, 9.5445, 9.5819, 4.8496
Si, 2.6772, -0.0677, 6.0354
Si, 8.0438, 0.0384, 6.1745
Si, -0.139, 2.7368, 6.2302
Si, 5.5374, 2.7543, 5.877
Si, 2.7443, 5.3347, 6.5104
Si, 8.2189, 5.5486, 6.128
Si, 0.0661, 8.1821, 6.1665
Si, 5.4731, 8.1259, 6.3045
Si, 4.3014, 1.2256, 7.0698
Si, 8.9502, 1.8096, 7.4164
Si, 0.9265, 4.1293, 7.8074
Si, 6.7752, 4.1245, 7.3045
Si, 4.562, 6.3927, 7.7544
Si, 9.8557, 6.6005, 7.4807
Si, 1.3844, 9.6104, 7.5422
Si, 6.4713, 9.8755, 7.562
N, 5.7171, 5.1318, 8.3993
O, 2.1899, -2.2909, 8.6084
O, 1.5282, 3.9716, 23.6859
N, 6.5373, 9.1976, 23.3224
N, 0.8454, 10.4998, 20.3635
O, -1.3131, 1.4354, 23.5433
N, 5.1925, 0.0815, 8.1135
O, -0.1168, 5.396, 8.1583
O, 9.2632, 7.5171, 8.7083
O, 0.5752, 10.7128, 8.4644
O, 4.1616, 7.0945, 9.2214
N, 1.2963, 3.1306, 9.3066
O, 3.4797, 2.4642, 7.8423
O, 7.8889, 3.0127, 7.8899
O, 7.2609, 9.2839, 8.9099
N, 15.2896, 7.1508, 23.1572
O, 5.6729, 4.7059, 22.5838
O, 7.6474, 2.9578, 22.4875
O, 13.236, -1.9983, 22.4133
O, 8.869, 7.8386, 22.5561
O, 3.252, 2.2505, 22.8437
Si, 8.5642, 8.6283, 9.6629
Si, 2.6211, 7.0613, 12.5977
Si, 11.4634, 3.3047, 15.8856
Si, 1.8953, -0.524, 21.7488
Si, 4.6871, 11.0593, 9.7891
Si, 12.3337, 8.6472, 15.1169
Si, 12.2824, -1.3269, 18.9638
Si, 8.0376, -3.3396, 21.1537
Si, 6.1603, 0.452, 18.1059
Si, 2.9986, 2.707, 9.3775
Si, 16.1299, 4.5181, 9.9715
Si, 10.1803, 0.0986, 17.7443
Si, 10.6493, -10.0267, 20.3696
Si, 10.9623, 14.8131, 20.8418
Si, 16.4624, -2.7922, 22.2942
Si, -1.6751, 7.9127, 14.8627
Si, 12.1996, 6.9715, 17.693
Si, 13.0364, 4.313, 18.5345
Si, -2.5498, 4.9877, 19.5646
Si, 7.184, 13.0963, 13.8901
Si, 14.9547, 2.499, 17.3556
Si, 8.4083, 10.3784, 19.8166
Si, 3.2029, 8.2834, 9.8298
Si, 7.9603, -0.2893, 15.6838
Si, 5.4216, 6.1104, 12.8238
Si, 12.6564, 11.4069, 16.3122
Si, 4.817, 3.7377, 14.7335
Si, 8.2106, -4.1169, 12.2572
Si, 17.3562, 3.6294, 21.6036
Si, 20.4522, -5.5042, 16.7708
Si, 10.4133, 0.1986, 9.5916
Si, 15.0531, 9.9966, 20.07
Si, 4.3229, 1.4584, 21.9332
Si, 19.7647, 14.595, 11.9473
Si, 11.5393, 2.6775, 10.8568
Si, 6.5762, 12.9201, 11.0324
Si, 13.1225, 3.8995, 13.219
O, 3.5198, 1.2851, 10.0833
O, 10.8497, 17.0505, 17.4009
O, 19.0556, -8.4071, 10.9774
O, 11.1024, 2.2633, 21.169
O, 8.674, 6.4869, 20.1737
O, 9.6436, 4.0323, 19.9168
O, 18.6127, 11.6383, 14.4136
O, 4.1564, 3.6784, 16.222
O, 16.231, 16.1206, 14.1619
O, -1.539, -1.0758, 18.6011
O, 8.4446, 5.2484, 11.8301
O, 5.2837, 2.5246, 21.115
O, 6.5617, 7.0738, 21.623
O, 6.7912, -4.0023, 13.03
O, 1.1637, 3.9003, 14.5008
O, 13.3296, 5.8994, 18.223
O, 10.7416, 4.876, 22.1366
O, 9.6239, -1.1353, 10.1189
O, 16.4118, -9.0462, 17.778
O, 5.0796, -0.4643, 18.8755
O, 6.1818, 12.9698, 12.605
O, 0.6788, 1.6557, 15.7763
O, 18.3195, 0.5469, 19.1852
O, 7.7643, -1.9176, 20.3989
O, 8.1755, 9.1109, 15.1666
O, 6.1717, 2.8402, 14.9616
O, 10.3604, 3.6312, 11.4347
O, -0.967, 4.0087, 16.0448
O, 11.113, 12.0138, 10.7968
O, 9.2988, 0.3389, 16.4044
O, 5.4095, 0.6611, 22.8279
O, 8.1071, 7.8022, 10.9747
O, 9.2491, 0.2595, 20.9587
O, 9.3568, 1.1966, 8.8836
O, 10.703, 8.6011, 15.1881
O, 9.3135, 7.422, 13.2977
O, 13.1636, 5.4655, 12.6963
O, 12.9038, 10.209, 15.1857
N, 3.3815, 0.2515, 21.1165
O, 11.7221, 8.0771, 18.7985
O, 13.2898, 7.6882, 11.0996
O, 3.3975, 3.3117, 18.6442
O, 1.2953, -7.2517, 17.2615
O, 5.856, 13.9696, 10.0347
O, 12.2761, 4.2854, 19.9735
O, 13.8621, 9.2936, 19.2183
O, 12.6962, 2.8741, 12.0122
O, 10.2964, 1.3645, 18.8025
O, 4.0882, 9.604, 10.2643
O, 3.1022, 1.224, 16.7997
O, 14.5405, 4.121, 9.9611
O, 12.7974, 7.9672, 13.7092
N, 11.8273, 10.5454, 17.562
O, 11.8933, 11.1183, 22.8717
O, 6.6963, -0.2501, 16.7277
O, 8.9189, 6.5615, 15.7361
O, 19.3119, 5.1228, 17.923
O, 12.8455, 18.6628, 16.3784
O, 4.2243, 7.1988, 12.8407
O, 8.4688, 3.1152, 13.4703
O, 6.0818, 0.4889, 10.5957
O, 15.7928, 8.9414, 21.053
O, 5.4817, 5.3217, 11.3722
O, 14.5743, 3.2896, 13.6842
O, 7.0442, 4.3301, 20.2465

Results
free energy: -131991.477 eV
free energy less fixed offsets of N -385.13, O -568.88, Si -635.61 eV per atom: -1.667 eV

Forces (eV/angstrom), in the order of the atoms: element, x, y, z
Si, 0.0318, 0.0982, -0.1523
Si, 0.3068, -0.152, -0.3194
Si, -0.1258, -0.0145, -0.1687
Si, 0.1771, 0.1486, -0.1382
Si, -0.0517, 0.0278, 0.0342
Si, -0.052, 0.1732, -0.5193
Si, 0.0092, -0.1876, -0.3007
Si, -0.3054, 0.0641, -0.3082
Si, 0.0059, -0.0339, 0.0571
Si, -0.0815, 0.0178, 0.2194
Si, -0.0034, -0.1482, 0.2967
Si, 0.0303, -0.0712, -0.0295
Si, -0.0322, -0.0087, 0.0538
Si, 0.2797, -0.1363, 0.3496
Si, -0.0009, -0.0377, 0.2091
Si, 0.1725, 0.0012, 0.2786
Si, -0.0537, 0.0769, 0.0015
Si, -0.0483, -0.0747, -0.0621
Si, -0.0116, 0.0409, -0.0726
Si, 0.0129, 0.0466, -0.0249
Si, 0.0537, 0.0551, -0.0278
Si, -0.0807, 0.1025, -0.1144
Si, -0.0065, 0.0319, -0.0221
Si, -0.0857, 0.0802, -0.0112
Si, 0.2086, 0.1446, 0.0525
Si, 0.1128, 0.1067, 0.6658
Si, -0.1369, 0.4946, 0.3027
Si, 0.211, -0.1874, -0.0186
Si, -0.1512, 0.1481, -0.081
Si, 0.1832, 0.0378, -0.4869
Si, -0.2349, -0.4733, -0.1027
Si, -0.0364, -0.2487, -0.0113
Si, -0.0149, 0.047, -0.0031
Si, 0.0411, 0.0972, -0.0075
Si, 0.0542, -0.023, -0.0496
Si, -0.0782, -0.027, 0.0531
Si, 0.1249, 0.06, 0.0551
Si, -0.0589, -0.0902, -0.0596
Si, -0.0086, -0.0164, 0.0134
Si, -0.0259, 0.0119, -0.0309
Si, 0.0002, -0.0321, -0.026
Si, 0.0597, -0.0245, -0.0039
Si, -0.0512, 0.004, -0.0162
Si, -0.004, -0.0429, -0.022
Si, -0.0012, -0.0109, 0.0042
Si, 0.0412, 0.0135, -0.0279
Si, -0.0388, 0.0106, -0.0272
Si, -0.0132, 0.048, -0.0109
Si, 0.0262, 0.0858, 0.0219
Si, -0.0476, 0.0433, 0.0198
Si, 0.0186, -0.0277, 0.002
Si, -0.0018, -0.0069, 0.0176
Si, 0.0066, -0.008, 0.0218
Si, -0.033, -0.0259, 0.0294
Si, -0.0005, -0.0046, 0.0015
Si, 0.0118, -0.0236, 0.0027
Si, -0.0926, -0.1186, 0.086
Si, 0.0188, 0.0592, -0.0841
Si, -0.0186, -0.0704, -0.0324
Si, 0.0043, -0.0828, 0.062
Si, 0.0036, 0.0404, -0.0609
Si, 0.0995, 0.1018, 0.0729
Si, -0.062, -0.0435, 0.1183
Si, 0.0257, 0.0194, -0.0671
Si, -0.3792, 0.0748, 0.237
Si, -0.2553, -0.5226, -0.2882
Si, -0.4418, 0.1126, 0.1304
Si, 0.4994, 0.1468, -0.6766
Si, 0.3758, 0.0813, 0.3454
Si, -0.2761, 0.261, 0.3252
Si, 0.1754, -0.5518, 0.0475
Si, 0.0312, 0.3412, 0.0663
Si, 0.0613, -0.0576, 0.031
Si, -0.011, 0.0416, 0.0445
Si, 0.0877, -0.0496, 0.0533
Si, 0.0494, 0.0902, 0.0691
Si, -0.0204, 0.002, 0.0306
Si, 0.0492, 0.0016, 0.0506
Si, -0.1142, 0.0825, 0.0595
Si, 0.0483, -0.0457, 0.0302
Si, 0.2163, 0.1023, -0.0765
Si, 0.0617, -0.0831, -0.2468
Si, -0.0912, -0.008, -0.1924
Si, -0.0798, -0.0324, -0.1899
Si, -0.1653, -0.0087, -0.1883
Si, -0.119, -0.0966, -0.1076
Si, -0.0005, 0.0455, -0.0422
Si, -0.0358, -0.13, -0.2131
Si, -0.0837, -0.148, -0.024
Si, 0.0365, 0.1379, 0.2695
Si, 0.1887, 0.0501, 0.2849
Si, 0.0452, 0.1731, 0.1051
Si, 0.1896, -0.1597, 0.1646
Si, 0.1588, -0.0081, 0.19
Si, -0.1135, -0.1098, 0.0865
Si, -0.0928, 0.1654, 0.33
N, -0.1017, 0.0026, 0.0381
O, 0.0126, 0.0078, -0.0099
O, 0.0432, -0.0444, -0.004
N, -0.1166, -0.0018, 0.0299
N, -0.0177, 0.0005, -0.016
O, -0.0492, 0.0071, 0.0172
N, -0.0595, 0.0314, 0.0263
O, -0.0819, 0.0483, -0.0744
O, 0.0399, -0.0669, -0.0925
O, 0.0205, -0.0167, -0.0315
O, 0.0187, 0.0027, -0.03
N, -0.0605, -0.0096, -0.0099
O, -0.0166, 0.0429, 0.0596
O, 0.0236, -0.024, 0.0231
O, 0.0289, -0.0263, -0.0553
N, -0.0089, 0.0559, 0.0661
O, -0.0325, 0.0343, 0.105
O, -0.0239, -0.0088, 0.002
O, 0.0018, -0.0171, 0.0664
O, 0.0283, -0.0011, 0.014
O, -0.0182, 0.0418, 0.0652
Si, -0.0274, -0.0023, 0.0484
Si, 0.0236, -0.039, 0.0158
Si, 0.0024, 0.0244, 0
Si, 0.0046, 0.0243, -0.0182
Si, 0.0355, -0.004, -0.0276
Si, 0.0002, 0, 0.0206
Si, 0.0076, -0.0223, 0.0037
Si, -0.0275, -0.0114, -0.0374
Si, -0.011, -0.0104, 0.0136
Si, -0.0388, 0.0177, -0.0471
Si, 0.0061, 0.0105, -0.016
Si, -0.0245, -0.0032, -0.012
Si, -0.0101, -0.0113, -0.0043
Si, -0.0268, -0.0054, -0.0501
Si, -0.0445, 0.0295, -0.0379
Si, -0.0013, -0.0112, 0.0048
Si, 0.0012, 0.0129, 0.0081
Si, 0.0065, 0.0154, -0.0123
Si, 0.0214, -0.0063, -0.0226
Si, -0.0048, 0.0079, 0.0102
Si, 0.0073, 0.0019, -0.0051
Si, 0.0128, 0.0168, 0
Si, -0.0232, 0.0138, 0.0331
Si, 0.0013, 0.0119, 0.005
Si, 0.0155, 0.0085, 0.0224
Si, 0.008, 0.0002, 0.0013
Si, 0.0167, 0.0033, -0.0085
Si, -0.0314, -0.016, 0.019
Si, 0.0215, -0.0455, -0.0404
Si, -0.0084, 0.0036, 0.0106
Si, 0.029, 0.0442, 0.0648
Si, -0.0039, 0.0069, 0.0221
Si, -0.0361, -0.0454, -0.0988
Si, 0.042, 0.003, 0.0058
Si, 0.0346, 0.0189, -0.0392
Si, 0.009, 0.0301, -0.018
Si, 0.0057, -0.0055, -0.0046
O, 0.0169, -0.0223, -0.0169
O, 0.0057, -0.0062, -0.0023
O, -0.0075, -0.0048, 0.0021
O, -0.0035, 0.0089, -0.0088
O, 0.005, 0.022, 0.0177
O, 0.0099, 0.0078, 0.0165
O, 0.0029, 0.001, -0.0066
O, 0.0092, -0.0021, -0.0132
O, -0.0108, -0.0206, -0.0128
O, 0.0058, 0.0005, -0.0052
O, 0.0103, -0.011, -0.0102
O, 0.0147, 0.0302, 0.0214
O, -0.0032, -0.0124, 0.0261
O, -0.0147, -0.0144, -0.0221
O, -0.006, -0.0066, 0.0102
O, -0.0029, -0.0069, -0.0089
O, 0.009, -0.018, -0.0295
O, -0.0049, -0.0148, -0.0116
O, -0.0016, -0.0037, 0.0031
O, 0.0144, 0.0133, -0.0135
O, -0.0043, 0.0037, -0.0098
O, -0.0021, -0.0057, -0.012
O, -0.0069, -0.0041, -0.004
O, 0.0131, -0.0254, 0.0084
O, -0.0005, -0.0006, -0.0075
O, -0.0133, 0.017, -0.008
O, -0.0511, 0.0021, -0.0062
O, 0.0201, -0.0037, -0.0061
O, -0.019, -0.0393, -0.0151
O, 0.0056, -0.0034, 0.0051
O, 0.0299, -0.0526, 0.0954
O, 0.0237, 0.0313, -0.0538
O, -0.0005, 0.0018, -0.0066
O, -0.0437, 0.0205, -0.1012
O, -0.0047, 0.0013, -0.0094
O, 0.0105, 0.0077, -0.017
O, 0.0049, -0.0015, -0.0097
O, -0.0016, -0.0016, -0.013
N, 0.0517, 0.0364, 0.008
O, 0.0035, -0.004, -0.0075
O, 0.008, 0.0149, -0.039
O, -0.0107, -0.0042, -0.01
O, -0.0029, -0.0041, -0.0067
O, 0.0197, -0.0066, -0.0004
O, -0.0111, -0.0041, 0.0104
O, 0.0145, 0.0006, -0.0008
O, 0.0033, -0.0052, -0.0067
O, 0.0063, -0.0015, -0.008
O, -0.0043, -0.0094, -0.0075
O, 0.001, 0.0013, -0.003
O, 0.0115, 0.0377, -0.0009
O, -0.0062, 0.0155, -0.0049
N, 0.0014, 0.009, -0.0152
O, 0.0096, -0.0227, 0.0526
O, 0.0103, -0.0071, -0.0119
O, 0.0071, 0.0094, -0.0117
O, 0.0043, -0.0035, 0.0035
O, 0.0012, 0.0022, -0.0118
O, -0.0094, -0.001, -0.0119
O, -0.0178, -0.009, -0.0174
O, -0.0215, -0.0049, -0.0431
O, 0.0277, -0.0269, 0.0398
O, -0.0024, -0.0078, -0.0131
O, 0.0097, 0.0183, -0.0072
O, -0.0205, -0.0147, 0.0308

The program warned: the cutoff lies below the one the program advises for these potential files; the forces do not sum to zero within the program's tolerance; the exchange-correlation potential is rough where the density is thin.
